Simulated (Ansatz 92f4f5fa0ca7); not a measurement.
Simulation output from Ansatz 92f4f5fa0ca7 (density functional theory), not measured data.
Periodic cell of 222 atoms, Si134O80N8, from a study of silicon, its oxide and their interface. The atomic structure is a simulated model.
Doubt: the cutoff is far below the 930 eV that the study's wrapper takes by default for these files, so forces and energies are approximate.

Settings
functional: PBE
potential files: Ansatz PAW
basis: plane waves
wave-function cutoff: 580 eV
density cutoff ratio: 5
exchange-correlation grid ratio: 1
k mesh: 1 x 1 x 1, Gamma-centred
self-consistency stop: 5e-08 eV per atom in the density residual
occupations: fixed
spin: none
net charge: 0

Cell vectors (angstrom)
a	10.938	0	0
b	0	10.938	0
c	0	0	31.4446

Atoms and the computed forces on them: element, x, y, z (angstrom), force x, y, z (eV/angstrom)
Si	0.084	-0.1562	24.0549	-0.0158	-0.1495	-0.1927
Si	5.661	-0.1183	24.18	0.0666	0.0129	-0.1492
Si	3.3569	2.1824	23.6983	0.12	-0.1169	-0.1278
Si	8.1538	2.9204	23.9947	-0.1813	0.0883	-0.1587
Si	0.2119	5.5658	24.2552	0.0606	0.0238	-0.1679
Si	5.7747	5.0728	23.9247	0.1849	-0.077	-0.2728
Si	2.4835	8.6096	23.984	-0.3367	-0.2406	-0.2902
Si	8.0458	8.6645	23.6911	-0.0984	0.0302	-0.2053
Si	1.4922	1.3763	25.1239	0.0667	0.1527	0.1087
Si	6.9702	1.3899	25.3724	-0.0182	-0.0225	0.0292
Si	4.2204	3.9202	25.2297	-0.1913	-0.0856	0.092
Si	9.6814	4.1059	25.3396	-0.019	0.0214	0.0279
Si	1.4968	6.9945	25.4754	0.1251	0.0591	0.0302
Si	6.8841	6.8902	25.0194	0.0354	0.0502	0.0538
Si	4.1348	9.5258	25.3637	0.2383	0.2158	0.1477
Si	9.5415	9.5509	25.3391	-0.0259	0.0022	0.1617
Si	2.7476	0.0063	26.6477	-0.0995	-0.0474	-0.0129
Si	8.2404	-0.0191	26.7209	0.023	-0.0196	-0.0586
Si	0.0989	2.6938	26.6261	-0.0085	-0.0378	0.0186
Si	5.5264	2.6843	26.7105	0.0583	0.0397	-0.0012
Si	2.8227	5.3944	26.6362	-0.0088	0.0556	-0.0312
Si	8.2052	5.5099	26.5783	-0.0154	-0.003	0.0366
Si	-0.0248	8.2188	26.7366	-0.0134	-0.0071	-0.0798
Si	5.514	8.1177	26.6127	0.0135	-0.0889	0.076
Si	4.1018	1.3673	28.0263	-0.0267	-0.1198	0.1858
Si	9.5708	1.3673	28.0263	0.6008	0.0133	0.0482
Si	1.3673	4.1018	28.0263	0.236	-0.0088	-0.1136
Si	6.8362	4.1018	28.0263	0.1764	0.4164	-0.0965
Si	4.1018	6.8362	28.0263	0.5054	-0.5748	-0.0813
Si	9.5708	6.8362	28.0263	-0.3151	-0.2368	0.1517
Si	1.3673	9.5708	28.0263	-0.0549	0.4355	0.2081
Si	6.8362	9.5708	28.0263	-0.1917	-0.2964	-0.09
Si	0	0	29.3936	0.0703	0.0969	0.0741
Si	5.469	0	29.3936	-0.1534	-0.0749	-0.0309
Si	2.7345	2.7345	29.3936	0.0432	0.0607	0.0159
Si	8.2035	2.7345	29.3936	0.1385	0.2029	-0.0552
Si	0	5.469	29.3936	-0.0679	0.0121	-0.0533
Si	5.469	5.469	29.3936	-0.0248	0.0984	0.0586
Si	2.7345	8.2035	29.3936	-0.059	0.0251	-0.096
Si	8.2035	8.2035	29.3936	-0.029	-0.0348	0.031
Si	1.3673	1.3673	30.7608	-0.0028	0.0029	-0.0075
Si	6.8362	1.3673	30.7608	-0.0247	-0.0711	-0.0299
Si	4.1018	4.1018	30.7608	0.0356	-0.0357	-0.0231
Si	9.5708	4.1018	30.7608	0.02	-0.0588	0.0148
Si	1.3673	6.8362	30.7608	-0.0122	-0.0573	-0.0263
Si	6.8362	6.8362	30.7608	-0.0021	-0.0588	-0.0024
Si	4.1018	9.5708	30.7608	0.1237	0.0364	-0.0112
Si	9.5708	9.5708	30.7608	0.0315	0.0059	-0.0333
Si	2.7345	0	0.6835	-0.0513	-0.0293	-0.0077
Si	8.2035	0	0.6835	0.0652	-0.0107	0.0057
Si	0	2.7345	0.6835	0.0081	0.019	0.0328
Si	5.469	2.7345	0.6835	-0.0667	0.1098	0.0381
Si	2.7345	5.469	0.6835	0.0192	0.0405	-0.0022
Si	8.2035	5.469	0.6835	-0.0066	0.0732	-0.0021
Si	0	8.2035	0.6835	-0.0521	0.0453	0.0339
Si	5.469	8.2035	0.6835	-0.0903	-0.0045	0.0236
Si	4.1018	1.3673	2.0507	0.0163	-0.1296	0.0527
Si	9.5708	1.3673	2.0507	-0.0796	-0.066	0.0084
Si	1.3673	4.1018	2.0507	0.0238	-0.018	0.0012
Si	6.8362	4.1018	2.0507	0.042	-0.0217	0.0325
Si	4.1018	6.8362	2.0507	-0.0038	-0.1308	-0.0415
Si	9.5708	6.8362	2.0507	-0.0268	-0.1765	-0.0324
Si	1.3673	9.5708	2.0507	0.1076	0.105	0.0241
Si	6.8362	9.5708	2.0507	-0.0066	0.0664	0.0361
Si	0	0	3.418	0.0013	-0.153	0.0193
Si	5.469	0	3.418	0.1482	0.1467	-0.0177
Si	2.7345	2.7345	3.418	-0.4859	-0.0744	0.2233
Si	8.2035	2.7345	3.418	0.0674	-0.0824	-0.1298
Si	0	5.469	3.418	-0.268	0.3269	-0.2393
Si	5.469	5.469	3.418	-0.2665	0.4042	-0.5621
Si	2.7345	8.2035	3.418	-0.1349	-0.0262	0.1323
Si	8.2035	8.2035	3.418	-0.098	-0.2776	0.5113
Si	1.2499	1.4041	4.8378	0.0426	0.0592	0.0103
Si	6.8456	1.3803	4.797	0.018	-0.0277	-0.0302
Si	4.0437	4.194	4.715	0.116	-0.0266	0.0301
Si	9.5359	4.1444	4.7527	-0.0914	0.0554	0.0216
Si	1.2482	6.9002	4.7921	-0.0122	0.0386	-0.0026
Si	6.7334	6.8274	4.8273	0.148	0.0196	0.0545
Si	4.123	9.5707	4.7682	-0.046	0.0001	0.0609
Si	9.6205	9.5295	4.8142	0.0065	0.0383	0.0038
Si	2.6978	-0.036	6.0719	0.0192	0.0092	-0.0056
Si	8.263	-0.025	6.127	0.053	-0.0052	-0.0438
Si	-0.2274	2.8115	6.2528	0.28	-0.0821	-0.1021
Si	5.418	2.8378	6.03	0.0554	0.1874	-0.1252
Si	2.609	5.5096	6.0445	-0.0357	-0.0094	0.0255
Si	8.0199	5.2894	6.1398	-0.1751	0.1127	-0.2405
Si	-0.0792	8.1579	6.3752	0.0746	0.0328	0.0045
Si	5.414	8.2473	6.2756	0.0514	-0.0009	-0.0188
Si	3.9321	1.6014	7.2181	-0.1282	-0.1182	0.1859
Si	9.1505	1.5918	7.627	-0.2437	0.0771	0.406
Si	1.5872	3.8463	7.4069	0.0277	-0.0111	0
Si	6.8176	3.7541	7.7103	0.3061	-0.1147	0.2704
Si	3.686	7.0763	7.4163	-0.0864	0.0679	0.1016
Si	9.0747	6.8557	7.4766	-0.105	-0.0041	0.0901
Si	1.6084	9.4606	7.5819	0.0877	-0.1028	0.0536
Si	7.1326	9.4093	7.5165	0.0368	-0.0243	0.0693
O	6.8128	9.8044	23.3946	0.092	-0.0648	0.1379
O	1.4038	4.7207	23.4805	-0.0618	-0.0001	0.0253
O	2.7409	2.671	7.6537	0.0675	-0.0257	-0.053
O	4.1338	6.0618	8.6131	0.0081	-0.0001	-0.0273
N	7.5569	2.182	8.3086	-0.1796	-0.1967	0.0581
O	3.6657	4.0145	10.2393	0.0051	0.0108	0.0005
O	6.8375	10.3948	8.8441	0.0175	-0.1103	-0.0615
O	1.3059	4.3238	8.9732	-0.0112	0.0167	-0.007
O	8.0103	6.7833	10.6237	-0.0208	-0.0172	0.0182
N	9.2829	-2.1767	11.9979	-0.0258	-0.0429	-0.024
N	6.4497	4.734	9.2129	-0.0139	-0.0252	-0.0526
O	4.8522	1.188	8.5348	-0.1241	0.0303	-0.0652
O	2.6711	8.251	8.0549	-0.0183	0.0407	-0.1245
O	5.146	5.1903	22.4183	0.0279	-0.0077	0.1298
O	10.0726	11.1789	22.7336	-0.0278	0.0408	0.0111
O	-1.9911	8.3498	22.2636	0.015	0.0081	-0.0002
N	2.8488	5.6798	21.1856	0.0291	0.0134	0.0608
N	4.4863	0.7633	23.141	-0.0378	0.0432	0.0594
N	11.7923	8.0571	21.2428	0.041	0.0129	0.0338
O	7.0149	4.0359	23.6297	0.0933	0.0163	0.1166
O	-0.5946	6.4685	23.162	-0.03	0.0248	-0.0848
Si	8.5391	8.068	18.1298	-0.0126	0.02	-0.0488
Si	0.6539	-3.9139	14.7649	-0.0046	-0.0044	-0.0021
Si	10.8042	-1.2543	12.0179	0.0113	-0.0177	-0.014
Si	6.6919	12.1503	12.2693	0.0794	0.0344	-0.1436
Si	6.376	1.0224	9.1263	0.1285	0.1344	-0.1961
Si	-1.5068	12.2181	21.6358	0.0212	0.0063	0.0622
Si	5.1933	7.4963	12.0805	-0.0103	-0.0208	0.0202
Si	12.249	9.7637	21.5482	0.0337	-0.0064	0.0693
Si	6.4011	15.5576	16.4519	0.01	0.003	-0.0262
Si	2.2711	7.9407	12.4594	-0.0015	-0.0124	-0.0454
Si	11.8	1.313	19.9076	0.0274	-0.0155	-0.0037
Si	8.1317	0.0446	19.0146	-0.0143	0.0046	-0.0682
Si	13.4376	7.3757	21.1881	-0.0644	0.009	-0.017
Si	8.7815	8.6628	15.188	-0.0201	-0.017	0.0009
Si	16.1387	11.5641	17.7684	-0.0166	0.0255	0.0317
Si	11.4816	11.6649	9.7349	-0.0243	-0.0374	-0.0651
Si	12.9654	3.555	10.2454	-0.0066	0.0162	0.0072
Si	4.4994	-5.7615	20.9373	-0.0276	-0.0061	-0.0702
Si	14.8441	2.3054	19.7029	-0.0037	0.0088	-0.0433
Si	15.4487	9.079	19.415	0.0039	0.0177	0.018
Si	10.952	6.4916	17.5	0.0077	-0.0035	-0.0141
Si	10.4557	1.3444	17.1965	0.0305	-0.0202	-0.0062
Si	9.1858	13.5503	14.8548	0.0092	0.0003	-0.0173
Si	4.8	5.2017	9.8151	0.0865	-0.0301	-0.0241
Si	8.011	5.341	9.8587	-0.043	-0.0576	-0.0752
Si	10.2271	7.363	21.8022	-0.0113	-0.0169	0.1206
Si	1.9377	4.4122	21.9778	-0.0502	-0.0218	0.0542
Si	8.1731	14.7005	12.4297	-0.0209	0.0054	-0.0587
Si	9.2476	4.0878	17.4604	-0.0019	-0.006	-0.0118
Si	9.114	7.0286	11.8174	0.0694	0.0333	0.0282
Si	6.905	5.8389	13.7089	-0.0328	-0.0359	0.0176
Si	17.0002	1.9341	15.1238	0.0203	0.0041	0.0013
Si	-0.4248	11.0362	14.6927	-0.0044	0.031	-0.007
Si	18.5922	9.1921	12.5818	-0.007	0.0468	-0.0213
Si	4.3245	10.9806	21.5322	0.0143	0.0245	0.0605
Si	-0.2756	5.0771	19.9002	0.0306	-0.0346	-0.0211
Si	-4.8926	6.6087	18.6506	-0.0335	0.0032	-0.0172
Si	22.7589	5.5119	12.2632	0.0261	0.0275	-0.031
O	9.8029	6.271	20.6394	-0.0143	0.0175	0.0154
O	6.7326	4.4437	12.8471	0.0048	0.018	0.0167
O	9.1375	14.8049	13.7805	-0.0013	-0.0201	0.0075
O	2.8412	3.0493	22.3299	-0.0213	0.0251	0.0214
O	8.2375	-1.584	19.0728	0.0154	-0.0075	0.0252
O	5.5618	3.4075	15.7127	-0.0169	0.004	0.0048
O	5.4652	0.7719	16.1374	0.007	0.0008	-0.0296
N	-1.0533	2.8168	16.4556	-0.0154	0.0062	-0.0043
O	0.6184	10.6615	20.3455	-0.0023	0.0071	-0.0364
O	16.3947	8.1182	18.5004	0.0106	0.0006	0.0091
O	10.1109	18.6871	14.8298	0.0006	0.0021	0.0082
O	9.8158	-5.4418	16.8515	0.0085	-0.0134	0.0123
O	6.6574	0.5165	18.5097	0.0319	-0.0013	0.0094
O	2.3382	1.9816	20.0164	-0.0467	0.0129	-0.0069
O	7.4422	-0.1724	12.6006	-0.0068	0.0719	-0.0186
O	0.6201	4.3117	21.016	0.0477	-0.0022	-0.0071
O	9.2091	10.222	15.1988	-0.0045	-0.0075	0.0136
O	-2.2658	4.308	10.9669	-0.0077	0.0041	0.042
O	11.6666	16.6914	18.7731	-0.0365	-0.0006	-0.0013
O	2.8029	10.4384	21.3599	-0.0345	0.0087	-0.0343
O	6.0868	12.1366	10.7406	0.0513	0.0075	0.1735
O	9.1542	5.6784	8.7	0.0132	0.0421	-0.0509
O	9.2134	11.5066	17.9181	0.0034	0.0049	0.0124
O	13.1406	6.4059	11.9052	-0.0103	0.024	0.0302
O	7.5545	8.6247	14.1166	0.0149	-0.019	0.0019
O	5.575	6.7464	13.4831	-0.0151	0.0267	-0.012
O	9.6797	4.0489	19.0581	0.0152	0.0276	0.0286
O	8.4388	0.6047	20.527	0.0197	-0.0045	0.029
N	12.1814	9.7161	23.3196	0.0486	0.0148	-0.0127
O	4.3707	12.9323	18.1655	0.0071	-0.017	0.0293
O	10.7803	0.0459	11.0442	0.035	0.0431	-0.0207
O	10.0852	12.4605	14.0553	0.0019	-0.0128	0.0175
O	17.3365	8.5512	11.7437	-0.0134	-0.0035	0.0028
O	14.1041	7.9138	22.626	-0.0379	0.0496	0.0596
O	10.158	7.8035	18.0772	-0.0075	0.0117	0.0126
O	7.9644	13.1368	12.1776	-0.1055	-0.0949	0.0187
O	7.0514	5.5702	15.2953	-0.0004	0.0036	-0.0051
O	0.5899	1.6412	18.3532	0.0114	-0.0129	0.0343
O	4.3677	3.8074	20.0737	0.0194	-0.0054	0.0215
O	18.5603	4.0055	17.3516	0.0014	0.0027	0.0211
O	12.7403	7.9464	14.0388	0.0183	0.0128	0.0252
O	16.4825	16.5233	17.4642	0.0042	-0.009	0.0014
O	-0.4079	6.2682	11.5772	0.0046	-0.0168	-0.0008
O	14.172	8.1314	19.9041	-0.0107	-0.0198	-0.0086
O	10.2001	12.21	8.8753	-0.0991	0.0407	-0.1463
O	10.6821	2.0006	20.8772	-0.0394	-0.0044	0.0164
O	8.1203	8.1408	7.9885	-0.0492	0.0636	-0.0723
O	7.6768	6.7782	18.6663	0.0043	-0.0158	0.0134
O	12.118	8.7967	11.5895	-0.0096	0.0033	0.0207
O	5.0645	6.2918	10.994	-0.0173	0.003	-0.0003
O	8.3412	6.4009	13.1282	0.0197	0.0022	-0.0066
O	12.1988	10.4506	8.8712	-0.014	-0.0129	-0.0061
O	0.3505	0.4386	16.0941	-0.0376	0.0014	-0.0104
O	5.6754	12.5334	13.532	-0.017	-0.0015	0.0021
O	8.6142	2.3822	22.5067	0.0169	0.0083	0.0261
O	12.187	4.0553	11.6262	0.0027	-0.0094	-0.0157
O	19.0066	-2.6374	16.5896	0.0249	0.0014	-0.0049
O	11.5613	5.6123	13.8955	-0.0004	0.0027	-0.0044
O	7.6917	2.0003	15.1321	-0.0186	0.0029	0.0183
O	14.761	8.3858	12.2475	0.0016	-0.0154	0.0174
O	11.2346	-11.6625	13.5149	0.0164	0.0075	0.0055
O	12.0374	17.7451	16.3264	-0.0146	0.0022	0.0008
O	5.5038	6.1174	20.0944	0.0027	-0.0014	0.0119
O	15.7091	1.3025	20.6218	0.0023	-0.0414	0.001
O	15.1935	10.3131	18.3264	-0.0129	-0.0199	0.002
O	16.098	9.7162	20.8188	-0.0211	0.0354	0.0228
O	12.5561	1.9316	10.1416	-0.0082	-0.0416	0.0186

Results
free energy: -133758.757 eV
free energy less fixed offsets of N -385.13, O -568.88, Si -635.61 eV per atom: 4.423 eV

The program warned: the cutoff lies below the one the program advises for these potential files; the exchange-correlation potential is rough where the density is thin.
